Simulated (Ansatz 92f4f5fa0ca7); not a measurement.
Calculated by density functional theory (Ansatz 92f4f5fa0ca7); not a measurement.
Periodic cell of 224 atoms, Si133O90H1, from a study of silicon, its oxide and their interface. The atomic structure is a simulated model.
Doubt: the cutoff is far below the 930 eV that the study's wrapper takes by default for these files, so forces and energies are approximate.

Settings
functional: PBE
potential files: Ansatz PAW
basis: plane waves
wave-function cutoff: 580 eV
density cutoff ratio: 5
exchange-correlation grid ratio: 1
k mesh: 1 x 1 x 1, Gamma-centred
self-consistency stop: 5e-08 eV per atom in the density residual
occupations: fixed
spin: none
net charge: -1 e, with a uniform compensating background and no finite-size correction

Cell vectors (angstrom)
a  10.938  0  0
b  0  10.938  0
c  0  0  33.33

Atoms: element, x, y, z (angstrom)
Si  0.4624  -0.3693  25.944
Si  5.3333  0.3226  25.8173
Si  2.9459  2.4109  25.7932
Si  7.9631  3.0164  26.0851
Si  -0.2756  5.6257  25.7666
Si  5.8695  5.3109  25.8621
Si  2.649  8.2932  25.6941
Si  8.5677  8.0141  25.7976
Si  1.5045  1.2783  27.2672
Si  6.7887  1.4115  27.304
Si  4.1233  4.1181  27.0314
Si  9.5987  4.1548  27.28
Si  1.3934  6.7856  27.0554
Si  6.9774  6.8682  27.2004
Si  4.19  9.537  27.0474
Si  9.6914  9.5233  27.2077
Si  2.8449  -0.1  28.5728
Si  8.2358  -0.0244  28.529
Si  0.0458  2.691  28.5372
Si  5.4078  2.7891  28.5736
Si  2.7483  5.442  28.4723
Si  8.2309  5.4828  28.6225
Si  0.0695  8.1287  28.5516
Si  5.5084  8.1933  28.5025
Si  4.1018  1.3673  29.9117
Si  9.5708  1.3673  29.9117
Si  1.3673  4.1018  29.9117
Si  6.8362  4.1018  29.9117
Si  4.1018  6.8362  29.9117
Si  9.5708  6.8362  29.9117
Si  1.3673  9.5708  29.9117
Si  6.8362  9.5708  29.9117
Si  0  0  31.279
Si  5.469  0  31.279
Si  2.7345  2.7345  31.279
Si  8.2035  2.7345  31.279
Si  0  5.469  31.279
Si  5.469  5.469  31.279
Si  2.7345  8.2035  31.279
Si  8.2035  8.2035  31.279
Si  1.3673  1.3673  32.6462
Si  6.8362  1.3673  32.6462
Si  4.1018  4.1018  32.6462
Si  9.5708  4.1018  32.6462
Si  1.3673  6.8362  32.6462
Si  6.8362  6.8362  32.6462
Si  4.1018  9.5708  32.6462
Si  9.5708  9.5708  32.6462
Si  2.7345  0  0.6835
Si  8.2035  0  0.6835
Si  0  2.7345  0.6835
Si  5.469  2.7345  0.6835
Si  2.7345  5.469  0.6835
Si  8.2035  5.469  0.6835
Si  0  8.2035  0.6835
Si  5.469  8.2035  0.6835
Si  4.1018  1.3673  2.0507
Si  9.5708  1.3673  2.0507
Si  1.3673  4.1018  2.0507
Si  6.8362  4.1018  2.0507
Si  4.1018  6.8362  2.0507
Si  9.5708  6.8362  2.0507
Si  1.3673  9.5708  2.0507
Si  6.8362  9.5708  2.0507
Si  0  0  3.418
Si  5.469  0  3.418
Si  2.7345  2.7345  3.418
Si  8.2035  2.7345  3.418
Si  0  5.469  3.418
Si  5.469  5.469  3.418
Si  2.7345  8.2035  3.418
Si  8.2035  8.2035  3.418
Si  1.3318  1.3761  4.8134
Si  6.7874  1.395  4.7796
Si  4.0359  4.1751  4.7571
Si  9.5551  4.1227  4.8209
Si  1.3533  6.8529  4.8157
Si  6.7977  6.8565  4.8008
Si  4.0713  9.5804  4.8577
Si  9.5029  9.6334  4.7003
Si  2.6208  -0.0425  6.2449
Si  8.1504  0.0121  6.1163
Si  -0.029  2.7628  6.2251
Si  5.337  2.745  6.0665
Si  2.7311  5.5172  6.2511
Si  8.123  5.4487  6.1813
Si  -0.1268  8.2481  6.0217
Si  5.4501  8.2102  6.2565
Si  3.7713  1.6364  7.4428
Si  9.6779  1.155  7.4751
Si  1.5873  3.9112  7.5556
Si  6.5109  4.2233  7.4443
Si  4.3824  6.5784  7.6424
Si  9.2566  7.1446  7.3815
Si  0.8845  9.7636  7.4869
Si  7.0633  9.406  7.535
O  9.5998  6.8139  25.269
O  4.1338  1.3548  25.2753
O  8.1809  8.2581  8.003
O  2.6948  2.7616  8.0263
O  6.9117  4.1046  25.3842
O  1.5199  9.4579  25.2901
O  5.4835  5.3956  7.9653
O  -0.1261  0.0493  7.9317
O  6.9605  3.3986  8.7984
O  6.5335  10.1634  8.9128
O  10.143  6.5693  8.6313
O  1.0964  8.8978  8.8638
O  4.5836  1.0437  8.7263
O  1.0257  4.6313  8.9426
O  8.9218  1.5897  8.8786
O  3.9684  7.0472  9.1649
O  8.0371  8.8575  24.4864
O  8.7589  2.2271  24.9094
O  5.5438  6.2617  24.5525
O  1.9812  2.8211  24.5221
O  10.7707  0.3967  24.6668
O  0.1812  4.7707  24.4306
O  7.0076  11.8513  20.7547
O  6.2491  10.8048  24.5303
Si  9.6861  1.341  23.9288
Si  4.8047  6.2978  20.5632
Si  1.0323  8.9347  10.501
Si  17.3422  5.2375  15.9938
Si  7.0731  2.1072  19.614
Si  19.2632  14.3304  12.6579
Si  10.9703  5.1135  16.9547
Si  9.0738  -0.6807  16.4982
Si  15.3292  10.4122  19.0755
Si  12.2625  3.0669  18.5226
Si  8.3446  2.9647  9.551
Si  3.0408  7.8088  18.5634
Si  11.3034  1.1625  16.3731
Si  0.3855  13.7016  13.5948
Si  4.0236  2.356  20.1005
Si  6.1199  2.4291  14.5132
Si  7.4921  5.6831  18.9913
Si  5.1934  10.7862  9.6374
Si  15.2305  6.5294  23.5294
Si  17.8459  10.2246  20.719
Si  3.1368  4.2486  21.9942
Si  11.3492  9.6172  14.9389
Si  6.4166  11.472  17.0184
Si  5.2642  8.3101  13.1821
Si  10.5309  5.2327  9.4728
Si  3.7634  6.9322  15.538
Si  7.4664  10.1488  23.6434
Si  -2.0648  8.4933  19.0173
Si  -0.4  6.8264  12.1169
Si  1.5598  11.0526  12.4148
Si  11.1101  6.763  19.2059
Si  3.8298  8.1202  10.3886
Si  0.816  3.5132  23.5742
Si  9.5732  4.144  19.2217
Si  4.8039  11.3057  12.61
Si  7.7928  6.2998  13.5606
Si  1.2956  5.4556  14.2353
O  10.2067  7.9838  19.7947
O  5.0789  1.7677  13.4106
O  10.9186  3.033  19.4228
O  7.1859  12.3394  18.1441
O  4.1521  8.0114  14.3533
O  3.8492  0.7463  19.9298
O  2.3225  8.0606  10.9771
O  -1.2148  4.2271  17.4907
O  7.6708  4.9047  12.6735
O  9.4141  -1.7618  17.6442
O  5.8662  14.857  15.137
O  5.4794  9.9428  13.25
O  10.7007  8.198  11.2201
O  17.6956  5.0636  17.5631
O  1.1325  10.7257  15.9019
O  5.9917  12.3777  15.7618
O  1.7418  7.2051  19.3331
O  19.3267  3.0128  19.8363
O  7.8001  18.2525  18.7002
O  12.2376  1.7615  17.5268
O  3.186  11.1066  12.5232
O  3.2752  7.5915  24.3121
O  19.1437  9.6346  19.96
O  9.4144  4.1133  9.1563
O  11.8523  9.9489  13.42
O  3.8125  2.792  21.6879
O  4.7911  7.0635  22.0642
O  1.1492  10.5059  10.9235
O  5.1426  6.2571  15.973
O  18.3868  10.3578  16.4179
O  -2.8197  2.7952  11.1401
O  6.6333  7.4351  13.3365
O  5.5512  2.7971  19.6718
O  11.0467  5.2615  15.3364
O  15.9871  10.8145  17.6265
O  9.7863  11.6955  16.8492
O  0.2205  2.183  15.098
O  3.6274  5.034  23.3645
O  13.9953  -3.3603  16.902
O  11.6781  8.1098  15.407
O  5.4739  11.4206  11.1051
O  4.0943  -1.3483  9.7257
O  8.6428  11.23  23.2423
O  4.7966  7.8642  11.6633
O  10.5975  2.4341  23.1146
O  3.603  5.1885  20.7544
O  7.6791  5.8677  15.1378
O  -0.4515  5.5811  11.0455
O  9.713  9.7958  15.051
O  0.9191  12.5291  12.5923
O  6.8474  9.6399  22.2456
O  1.4785  3.9745  13.544
O  4.3581  7.1752  19.271
O  2.7169  5.8738  14.8933
O  9.9055  14.2852  13.0266
O  3.1368  9.4198  18.8017
O  9.1987  6.9582  13.0413
O  17.2185  5.7206  20.1994
O  0.8698  6.5195  13.0729
O  10.8885  6.6235  17.5796
O  16.4869  9.6986  19.9872
O  1.5275  4.0603  22.2173
O  10.6034  5.403  19.9109
O  23.2752  4.402  17.5496
O  13.722  3.0142  19.2794
O  7.5642  2.4399  13.7393
H  12.4889  8.042  16.0909

Results
free energy: -135744.740 eV
free energy less fixed offsets of H -15.97, O -568.88, Si -635.61 eV per atom: 6.560 eV

Forces (eV/angstrom), in the order of the atoms: element, x, y, z
Si  0.0253  -0.0494  0.1868
Si  -0.0553  0.0559  -0.0946
Si  0.0205  -0.0242  0
Si  -0.0177  0.0072  -0.1809
Si  -0.0453  0.0293  -0.0748
Si  0.0092  -0.0209  0.0087
Si  -0.0548  0.048  -0.0936
Si  0.0259  -0.0072  0.0403
Si  -0.0004  -0.0182  -0.055
Si  0.0199  -0.0059  -0.0243
Si  0.0096  -0.0038  -0.0762
Si  0.0149  -0.0164  -0.0122
Si  0.0144  -0.0335  -0.0388
Si  0.0231  -0.0076  -0.0597
Si  0.0143  -0.0185  -0.0356
Si  0.0402  -0.0015  -0.0754
Si  -0.0182  0.0306  -0.0002
Si  -0.0058  0.0035  -0.021
Si  0.001  0.0124  -0.0078
Si  -0.0211  0.0094  -0.0114
Si  0.0134  0.008  -0.0106
Si  -0.0041  0.013  -0.0162
Si  -0.0399  0.0441  -0.0001
Si  0.0001  -0.0039  -0.0058
Si  0.0505  -0.0606  0.2856
Si  0.0625  -0.0694  -0.104
Si  0.1866  -0.0462  -0.2378
Si  -0.1882  0.1006  0.2596
Si  0.0074  -0.0587  -0.4987
Si  0.3676  0.1061  0.5191
Si  0.2556  -0.3348  0.0832
Si  0.086  -0.0431  -0.1531
Si  -0.0032  0.0283  -0.038
Si  0.0601  0.1828  -0.0054
Si  -0.058  -0.0803  -0.0069
Si  -0.0581  0.0143  -0.0251
Si  -0.0783  0.0881  0.0042
Si  0.0682  -0.0139  0.0051
Si  -0.0931  0.0705  0.0203
Si  0.0702  0.0433  -0.0074
Si  -0.0043  0.032  -0.0018
Si  0.0365  -0.0849  -0.0063
Si  0.0075  -0.0009  -0.0194
Si  0.0685  -0.0258  -0.0344
Si  0.0654  -0.0849  -0.0133
Si  -0.0191  0.0146  -0.0068
Si  0.0433  -0.0596  -0.0376
Si  -0.0294  -0.0127  -0.0122
Si  -0.0185  0.0129  0.0072
Si  0.0047  0.079  0.0494
Si  -0.1034  0.0256  0.0145
Si  0.0113  0.0147  0.0141
Si  -0.0384  0.0294  0.0395
Si  -0.0055  -0.0119  0.0082
Si  -0.0094  0.0056  0.0082
Si  -0.0307  0.086  0.0086
Si  -0.0093  -0.028  0.0473
Si  0.0937  -0.023  -0.0092
Si  -0.0303  -0.1163  -0.0091
Si  0.019  0.0056  0.0472
Si  0.0859  -0.0388  -0.0121
Si  -0.0079  0.0065  0.0398
Si  0.0031  0.0166  0.048
Si  -0.047  -0.1561  -0.0194
Si  0.0032  0.3507  -0.2881
Si  -0.2309  -0.1431  0.2209
Si  -0.2807  0.0265  0.0635
Si  0.0221  0.0813  0.1986
Si  0.0322  -0.0178  0.2401
Si  -0.0998  0.2565  -0.1317
Si  0.0505  0.0384  0.3202
Si  -0.3647  -0.0997  -0.248
Si  0.0112  -0.0196  0.02
Si  0.0029  0.0056  -0.0051
Si  0.0036  -0.0062  -0.0309
Si  0.001  0.0034  0.0252
Si  0.0166  -0.0155  -0.0104
Si  0.0264  -0.0174  0.0155
Si  0.0064  0.0007  0.0175
Si  0.0122  0.002  -0.0149
Si  -0.021  0.0246  0.065
Si  -0.0073  0.0062  0.0143
Si  -0.0314  0.0193  0.0228
Si  -0.0006  -0.0152  0.037
Si  -0.0122  0.0254  0.0134
Si  0.0089  0.0077  0.0692
Si  -0.026  0.0025  0.0423
Si  -0.0147  0.0037  0.0388
Si  -0.0219  -0.0196  -0.0735
Si  0.0504  -0.05  0.0543
Si  0.0576  -0.0636  0.0447
Si  0.0254  -0.0052  -0.0377
Si  0.0137  0.0075  0.0093
Si  -0.0467  0.0015  -0.041
Si  0.0203  0.0187  -0.0577
Si  0.0494  -0.0673  0.0591
O  0.0181  -0.0198  0.0843
O  0.0352  -0.0158  0.1091
O  -0.0294  0.0251  -0.1055
O  -0.0418  0.0498  -0.0959
O  0.0686  -0.0673  0.1457
O  0.0492  -0.0579  0.1027
O  -0.0232  0.023  -0.0616
O  -0.0316  0.0302  -0.0769
O  0.0477  -0.0314  0.0149
O  -0.0097  0.0038  -0.0469
O  0.0438  -0.0514  0.052
O  0.0062  -0.0072  -0.0075
O  0.0476  -0.0241  0.0477
O  -0.0378  0.0185  -0.0318
O  -0.0205  0.037  -0.0316
O  -0.0112  0.0047  -0.0464
O  -0.0163  0.0015  -0.0117
O  -0.0456  0.0598  0.0507
O  -0.0018  0.0046  0.0306
O  -0.0061  0.0104  -0.0082
O  -0.0275  0.0449  -0.1548
O  -0.0005  0.0144  0.0467
O  0.0085  0.0715  0.0156
O  -0.0098  -0.0042  0.0375
Si  -0.0373  0.0482  0.0211
Si  0.1752  -0.1316  0.0006
Si  -0.0021  0.0261  0.0902
Si  0.0447  -0.0623  0.1022
Si  -0.2114  -0.1096  0.0034
Si  -0.0232  0.0263  0.0948
Si  0.1473  0.1553  -0.0897
Si  -0.1275  0.0021  -0.0254
Si  0.1646  0.0888  0.0514
Si  0.2339  -0.0802  -0.0571
Si  -0.0156  -0.0187  -0.006
Si  0.0069  -0.0579  0.0231
Si  -0.0503  -0.0588  -0.1773
Si  0.0323  -0.0582  0.0185
Si  0.1106  -0.1278  0.0508
Si  0.0285  0.0224  -0.0413
Si  0.4009  -0.2805  -0.1777
Si  0.0008  0.0116  0.0204
Si  -0.0682  -0.0229  0.026
Si  0.0347  -0.0961  -0.0763
Si  0.0124  0.0598  0.0614
Si  -0.0579  0.0269  -0.132
Si  -0.0651  -0.049  -0.061
Si  0.0194  0.0098  0.0147
Si  -0.0158  0.026  0.0045
Si  0.072  -0.0122  -0.1269
Si  -0.0322  -0.0241  -0.0152
Si  -0.1742  0.0667  -0.079
Si  0.0019  0.0784  0.0312
Si  -0.0318  -0.0154  0.0469
Si  -0.1414  0.1042  -0.2399
Si  -0.013  -0.0244  0.0658
Si  0.043  0.0198  -0.0305
Si  -0.3789  0.1816  -0.1489
Si  -0.0254  -0.0242  0.0586
Si  -0.027  -0.004  -0.0155
Si  -0.0164  -0.0222  -0.0355
O  0.0634  0.132  0.1476
O  -0.0184  0.0067  -0.0269
O  -0.3153  0.0261  0.1721
O  0.0293  0.0139  -0.0163
O  -0.0019  -0.0338  0.0015
O  0.036  -0.0915  -0.0396
O  0.018  -0.0195  -0.0299
O  -0.4425  -0.1274  0.3211
O  0.0172  -0.0222  -0.025
O  0.0182  -0.0254  -0.0241
O  -0.0235  0.0326  -0.007
O  -0.0086  0.0106  -0.015
O  -0.0064  -0.0032  -0.04
O  0.1962  0.0262  0.1323
O  0.0238  0.1162  0.0442
O  0.0112  -0.1112  0.1384
O  0.3337  0.0924  -0.0049
O  0.2042  0.2084  -0.0342
O  -0.0624  -0.1795  -0.0441
O  0.1038  0.0394  0.1261
O  0.0378  -0.0093  -0.0066
O  0.0113  0.0076  0.0504
O  -0.0684  0.1136  0.0589
O  0.0159  0.0137  -0.0187
O  0.0444  -0.0277  0.0171
O  0.0243  -0.0926  0.1275
O  -0.0132  0.0271  -0.0456
O  -0.0022  -0.0139  -0.0226
O  0.0005  -0.0064  0.0411
O  -0.0405  0.0778  0.005
O  -0.0036  -0.0097  -0.0546
O  0.0158  -0.0141  0.006
O  0.1137  0.0342  -0.0603
O  -0.0579  -0.0289  0.008
O  0.0476  0.0059  0.0093
O  0.0242  0.0859  0.0663
O  -0.0033  -0.0144  0.0356
O  -0.0063  0.019  0.0339
O  -0.0425  0.047  -0.0028
O  2.503  -0.1007  1.5268
O  0.0125  -0.0185  -0.0641
O  -0.0163  0.0275  -0.0581
O  -0.0007  0.008  -0.035
O  -0.0074  -0.0069  -0.0515
O  -0.0052  -0.003  0.0082
O  0.0417  0.1434  -0.1144
O  0.0134  0.0209  0.0101
O  0.0157  -0.0711  -0.0393
O  -0.092  -0.0169  -0.0258
O  -0.0003  -0.0041  -0.0179
O  0.0058  -0.0161  0.0497
O  0.0135  0.0234  -0.0018
O  -0.0542  0.0286  -0.0728
O  0.02  -0.0037  0.0092
O  -0.0619  0.0297  -0.0406
O  -0.0617  -0.017  -0.0288
O  0.0106  -0.0079  -0.0025
O  0.0119  0.0138  -0.0437
O  0.0152  0.0026  0.024
O  -0.103  -0.0576  0.055
O  -0.0394  0.0499  -0.0466
O  -0.1027  -0.0064  0.0585
O  -0.2913  -0.3868  0.1097
O  0.1084  0.0145  -0.0557
O  -0.1722  0.0778  -0.1516
O  0.0085  0.0117  -0.0182
H  -2.1107  0.1589  -1.5475

The program warned: the cutoff lies below the one the program advises for these potential files; the forces do not sum to zero within the program's tolerance; the exchange-correlation potential is rough where the density is thin.
